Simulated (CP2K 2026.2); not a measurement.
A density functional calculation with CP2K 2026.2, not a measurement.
Periodic cell of 535 atoms, Si368O167, from a study of silicon, its oxide and their interface. The atomic structure is a simulated model.
Doubt: the forces sum to 1.53 eV/angstrom along one axis rather than to zero, so they err by at least 0.0029 eV/angstrom per atom on average; the grid cutoff is modest.

Settings: functional PBE; method Gaussian and plane waves; basis set DZVP-MOLOPT-SR-GTH; pseudopotentials GTH-PBE; grid cutoff 350 Ry, relative cutoff 50 Ry; k points Gamma only; occupations fixed; spin none; net charge 0.

Cell vectors (angstrom)
a	15.3871	0	0
b	0	15.3871	0
c	-6.4394	1.0874	39.5587

Atoms and the computed forces on them: element, x, y, z (angstrom), force x, y, z (eV/angstrom)
Si	8.292	1.272	33.518	-0.205	-0.255	0.584
Si	7.757	5.647	30.831	0.058	-0.101	0.167
Si	9.325	8.973	33.513	-0.153	-0.172	0.763
Si	10.558	11.427	29.194	-0.047	0.056	0.029
Si	-2.606	1.404	27.939	0.059	-0.008	0.086
Si	9.34	4.935	33.435	-0.185	0.061	0.769
Si	-1.488	7.934	30.628	-0.019	-0.012	0.144
Si	9.638	12.67	33.648	0.21	0.176	0.564
Si	2.388	15.861	31.155	-0.136	-0.105	0.132
Si	-0.603	5.017	31.362	0.085	-0.018	0.137
Si	2.127	7.536	26.508	0.05	0.121	0.088
Si	1.327	12.587	33.448	0.511	0.047	0.358
Si	5.064	4.374	31.295	-0.257	0.22	0.682
Si	5.839	1.052	33.609	0.061	-0.039	-0.001
Si	0.96	9.502	30.493	0.042	-0.036	0.095
Si	-0.183	12.309	30.855	0.025	-0.03	0.042
Si	7.667	12.906	31.318	0.055	-0.098	0.17
Si	-2.907	4.796	33.519	0.089	0.064	0.746
Si	7.247	8.629	31.346	-0.022	0.034	0.188
Si	-0.901	12.189	25.37	0.03	0.09	-0.029
Si	-1.904	1.005	33.533	0.279	-0.034	0.616
Si	-1.203	4.18	28.439	-0.029	0.027	0.223
Si	-2.955	8.737	33.319	0.245	-0.037	0.797
Si	-3.319	12.589	33.599	-0.06	0.057	0.006
Si	1.229	2.934	34.801	0.004	-0.008	0.064
Si	1.722	4.825	33.48	0.352	-0.009	0.488
Si	1.759	8.807	33.426	-0.236	-0.077	0.829
Si	1.147	14.315	28.931	0.018	-0.03	0.187
Si	5.237	14.528	34.823	-0.064	-0.028	0.027
Si	5.053	2.983	34.76	-0.023	0.031	0.046
Si	4.896	8.683	33.441	0.218	-0.005	0.813
Si	5.206	10.681	34.709	0.014	-0.084	0
Si	8.899	3.086	34.859	-0.013	0.042	0.027
Si	8.979	6.916	34.678	0.009	0.023	-0.041
Si	9.103	10.788	34.94	0.021	-0.01	-0.001
Si	9.006	14.672	34.723	0.002	-0.002	-0.028
Si	-2.595	2.885	34.823	-0.001	0.011	0.011
Si	-2.622	6.826	34.694	-0.004	-0.001	-0.021
Si	-4.402	10.668	36.281	0.036	0.015	0.009
Si	-2.575	14.503	34.777	0.01	-0.01	0.043
Si	0.559	1.018	33.574	-0.227	0.017	0.551
Si	3.166	6.83	36.155	0.001	-0.018	0.016
Si	1.348	10.679	34.795	-0.019	-0.08	0.011
Si	1.232	14.506	34.816	0.006	0.031	-0.007
Si	4.233	4.82	33.435	-0.081	-0.022	0.061
Si	5.012	6.714	34.709	0.065	0.021	-0.062
Si	5.198	12.654	33.4	-0.435	0.015	0.337
Si	5.166	1.474	31.445	0.195	-0.321	0.671
Si	6.962	3.125	36.176	0.009	-0.003	0.006
Si	7.016	6.801	36.017	0.002	0.029	0.021
Si	7.086	10.706	36.13	-0.035	-0.003	0.024
Si	7.136	14.519	36.182	-0.039	0.029	-0.026
Si	-4.529	2.928	36.174	-0.02	0.023	-0.006
Si	-4.514	6.859	36.12	-0.004	0.002	0.049
Si	-2.623	10.643	34.721	0.053	-0.054	-0.029
Si	-4.487	14.653	36.151	0.009	-0.016	-0.042
Si	-0.678	3.025	36.183	0.015	0.003	0.005
Si	-0.654	6.847	36.016	-0.006	-0.019	0.013
Si	-0.653	10.667	36.059	0.036	-0.001	0.007
Si	-0.676	14.448	36.186	0.035	-0.007	0.032
Si	3.163	2.882	36.16	-0.001	0.02	-0.041
Si	1.315	6.828	34.68	-0.006	0.022	-0.057
Si	3.286	10.715	36.128	-0.001	0.005	0.038
Si	3.228	14.559	36.096	-0.01	-0.029	0.025
Si	7.039	1.115	37.474	-0.002	0.017	-0.053
Si	7.03	4.994	37.538	0.004	0.013	0.014
Si	7.035	8.735	37.42	0.023	-0.02	0.01
Si	7.084	12.605	37.532	0.047	-0.025	0.002
Si	-4.509	1.085	37.597	-0.012	0.021	0.04
Si	-4.497	4.915	37.467	-0.031	0.006	-0.029
Si	-4.48	8.725	37.561	-0.018	-0.03	0.001
Si	-4.454	12.675	37.502	0.018	-0.034	-0.021
Si	-0.665	1.049	37.494	-0.007	0.013	-0.024
Si	-0.66	4.968	37.481	-0.01	-0.001	0.001
Si	-0.65	8.745	37.428	-0.029	0.008	0.006
Si	-0.643	12.542	37.517	0.007	-0.005	0.02
Si	3.194	16.409	37.547	-0.009	-0.014	0.034
Si	3.173	4.874	37.474	0.017	0.008	-0.026
Si	3.217	8.772	37.484	-0.013	0.036	0
Si	3.243	12.637	37.479	-0.009	-0.009	-0.022
Si	8.931	1.09	38.889	-0.006	-0.009	0.011
Si	8.977	4.931	38.857	0.008	-0.009	0.013
Si	8.942	8.739	38.844	-0.015	-0.002	-0.004
Si	9.008	12.607	38.872	0.01	-0.001	-0.001
Si	-2.558	1.079	38.894	0.014	-0.003	0.018
Si	-2.579	4.94	38.846	-0.001	-0.004	0.004
Si	-2.537	8.739	38.865	0.012	0.017	0.008
Si	-2.554	12.62	38.884	-0.018	0.016	0.009
Si	1.254	16.428	38.869	-0.015	-0.003	0.001
Si	1.262	4.917	38.846	0.013	-0.016	-0.005
Si	1.272	8.767	38.817	-0.017	-0.005	-0.007
Si	1.303	12.591	38.84	0.009	-0.001	0
Si	5.137	16.452	38.867	-0.003	0.014	0.016
Si	5.09	4.939	38.858	0.011	0.006	0.018
Si	5.14	8.76	38.836	0.01	-0.003	0.001
Si	5.147	12.629	38.867	-0.016	0.003	-0.004
Si	0.029	1.908	11.521	-0.003	-0.007	-0.006
Si	0.028	5.77	11.548	-0.017	0.012	-0.014
Si	0.031	9.607	11.594	-0.021	-0.002	-0.008
Si	0.025	13.429	11.568	-0.017	0.001	0.003
Si	3.881	1.899	11.542	0.018	-0.004	-0.012
Si	3.872	5.753	11.568	-0.002	0.002	-0.003
Si	3.88	9.603	11.577	-0.003	-0.008	-0.01
Si	3.864	13.42	11.584	-0.012	-0.003	-0.015
Si	7.706	1.902	11.528	-0.006	-0.004	0.002
Si	7.698	5.763	11.553	0.002	-0.007	-0.012
Si	7.724	9.601	11.57	-0.007	-0.01	-0.019
Si	7.735	13.418	11.554	0.002	-0.009	-0.006
Si	11.547	1.924	11.522	-0.003	0.01	-0.029
Si	11.55	5.768	11.55	0.018	0.015	-0.018
Si	11.578	9.609	11.569	0.016	-0.003	-0.014
Si	11.589	13.44	11.571	-0.007	0.016	-0.005
Si	-1.91	2.009	12.843	0.004	-0.015	0.006
Si	-1.904	5.858	12.897	-0.004	0.008	-0.028
Si	-1.901	9.571	12.966	0.016	-0.007	-0.022
Si	-1.881	13.39	12.95	0	0.02	0.022
Si	1.953	1.821	12.882	0.014	-0.013	-0.021
Si	1.942	5.699	12.914	-0.006	0.005	0.021
Si	1.966	9.662	12.946	0.009	-0.008	0.038
Si	1.928	13.467	12.956	-0.014	0.022	-0.016
Si	5.801	1.951	12.904	0.013	-0.003	-0.025
Si	5.791	5.813	12.946	-0.007	-0.001	-0.029
Si	5.804	9.522	12.946	0.017	-0.016	-0.014
Si	5.812	13.331	12.904	-0.003	0.041	0.019
Si	9.622	1.861	12.885	-0.009	-0.011	-0.032
Si	9.618	5.711	12.898	0.022	-0.01	0.015
Si	9.655	9.667	12.917	-0.011	-0.006	0.047
Si	9.662	13.482	12.922	0.006	0.028	-0.028
Si	-1.888	15.44	14.102	-0.035	0.014	0.023
Si	-1.932	3.96	14.212	0.01	-0.045	0.019
Si	-1.906	7.691	14.407	-0.014	0.006	0.002
Si	-1.887	11.436	14.377	-0.016	0.061	0.045
Si	1.943	15.363	14.37	-0.021	-0.018	0.028
Si	1.91	3.702	14.225	-0.019	0.049	0.054
Si	1.972	7.676	14.19	-0.033	-0.008	0.012
Si	1.943	11.598	14.364	0.003	-0.019	0.047
Si	5.822	15.325	14.111	-0.016	-0.01	0.006
Si	5.782	3.912	14.284	0.003	-0.051	0.085
Si	5.785	7.672	14.437	-0.006	-0.011	0.009
Si	5.825	11.39	14.321	-0.008	0.024	0.06
Si	9.656	15.378	14.327	-0.019	-0.008	0.019
Si	9.572	3.746	14.245	0.01	0.05	0.035
Si	9.63	7.685	14.163	0.009	-0.017	0.014
Si	9.693	11.609	14.312	-0.012	-0.019	0.049
Si	-0.098	15.485	15.614	0.023	-0.021	-0.008
Si	0.683	5.716	16.796	0.014	-0.003	-0.013
Si	0.689	9.53	17.062	-0.057	-0.014	0.038
Si	0.03	11.496	15.798	-0.005	0.006	-0.003
Si	3.999	15.276	15.576	-0.031	0.02	0.014
Si	3.817	3.783	15.603	0.014	-0.011	0.001
Si	3.763	7.651	15.731	-0.009	-0.02	0.06
Si	3.901	11.494	15.714	0.007	0.001	0.009
Si	6.953	1.843	16.789	-0.118	0.147	-0.733
Si	7.693	3.829	15.703	-0.016	-0.041	0.004
Si	7.83	7.666	15.675	-0.028	-0.031	0.02
Si	7.785	11.475	15.678	-0.003	-0.021	-0.01
Si	11.674	15.425	15.557	-0.015	0.007	-0.021
Si	11.512	3.862	15.549	0.029	0.017	-0.003
Si	11.437	7.677	15.647	0.044	0.025	0.022
Si	11.571	11.542	15.775	0.048	0.044	-0.011
Si	-0.834	2.018	16.893	-0.088	-0.043	-0.588
Si	-0.022	3.829	15.586	-0.06	-0.011	-0.026
Si	0.136	7.697	15.642	-0.042	0.006	-0.004
Si	0.89	13.68	19.472	-0.063	-0.001	-0.085
Si	4.543	1.831	16.741	0.182	0.126	-0.717
Si	3.105	5.659	16.87	-0.203	0.032	-0.723
Si	3.131	9.592	16.969	-0.2	0.018	-0.608
Si	4.736	13.418	16.872	0.052	-0.022	-0.076
Si	7.652	15.333	15.584	0.026	0.013	0.029
Si	8.401	5.756	16.945	0.231	-0.11	-0.64
Si	8.483	9.558	16.941	0.033	0.02	-0.006
Si	7.184	13.423	16.899	-0.249	-0.073	-0.54
Si	12.142	1.989	16.805	-0.025	-0.01	-0.035
Si	10.83	5.708	16.834	-0.036	-0.013	-0.035
Si	10.921	9.58	16.999	-0.006	-0.016	0.032
Si	12.283	13.556	16.872	0.023	-0.035	0.01
Si	11.053	1.821	18.888	0.386	0.082	-0.56
Si	11.863	5.889	18.897	-0.278	-0.143	-0.607
Si	11.906	8.967	19.072	-0.313	0.205	-0.72
Si	11.464	14.179	18.99	0.357	-0.15	-0.599
Si	0.35	2.906	19.644	-0.151	0.004	-0.131
Si	-0.337	5.787	18.885	0.405	-0.035	-0.572
Si	-0.28	8.86	19.182	0.361	0.129	-0.715
Si	-0.691	13.553	16.795	-0.23	-0.24	-0.713
Si	3.288	2.247	19.557	0.081	-0.028	-0.08
Si	4.141	5.123	19.872	-0.002	-0.12	-0.22
Si	4.639	10.502	19.459	-0.019	0.024	-0.207
Si	3.97	13.448	19.051	0.376	-0.023	-0.683
Si	8.148	2.379	19.535	-0.016	-0.016	-0.16
Si	7.259	5.37	19.878	0.093	0.003	-0.232
Si	7.555	10.087	19.008	0.286	-0.297	-0.652
Si	8.774	12.855	19.57	-0.145	0.003	-0.254
Si	7.957	1.236	22.413	-0.043	-0.059	-0.1
Si	9.793	7.483	23.609	0.081	-0.014	-0.053
Si	0.027	11.184	21.124	-0.059	-0.076	-0.102
Si	-2.482	11.866	22.682	0.057	0.031	-0.19
Si	-1.787	4.657	23.245	-0.142	0.004	-0.043
Si	4.293	15.436	25.313	0	0.014	0.026
Si	3.198	9.437	28.42	-0.004	-0.011	0.077
Si	7.743	10.616	29.192	0.041	0.094	0.104
Si	4.073	15.332	21.253	0.024	-0.067	-0.094
Si	6.282	9.157	21.459	-0.009	0.036	-0.208
Si	-3.145	15.685	30.706	0.058	0.055	0.246
Si	-2.676	14.768	21.731	-0.005	-0.099	-0.214
Si	5.028	4.823	23.833	0.058	0.002	-0.072
Si	1.562	11.297	23.905	-0.072	0.025	-0.091
Si	9.478	1.763	30.543	-0.081	0.075	0.156
Si	-1.717	7.762	23.401	-0.124	-0.015	0.056
Si	-3.685	8.196	25.815	0.085	-0.027	0.03
Si	5.602	14.071	27.642	-0.074	-0.011	0.076
Si	6.59	11.445	23.499	-0.123	0.015	0.005
Si	-0.517	15.149	26.336	0.104	-0.158	0.111
Si	0.202	15.924	21.607	-0.068	0.116	-0.201
Si	1.255	8.354	23.744	-0.036	0.052	-0.029
Si	10.475	15.659	23.429	-0.029	-0.142	0.017
Si	8.366	13.799	22.574	0.054	0.005	-0.117
Si	1.455	1	24.35	-0.011	-0.038	0.022
Si	2.668	6.034	22.458	0.062	-0.057	-0.077
Si	9.042	3.525	26.201	0.047	-0.03	0.004
Si	9.865	4.484	29.037	-0.076	-0.07	0.097
Si	11.466	9.43	21.98	0.035	-0.047	-0.103
Si	-3.193	6.525	28.502	-0.044	-0.069	-0.009
Si	11.788	3.708	21.099	-0.01	-0.017	-0.069
Si	3.254	12.941	32.145	-0.032	-0.221	0.699
Si	10.754	4.548	23.68	-0.005	-0.066	-0.014
Si	4.031	13.152	23.371	0.022	0.032	-0.159
Si	1.443	4.807	27.054	-0.012	0.053	0.091
Si	7.157	11.74	26.407	0.074	-0.01	0.102
Si	10.262	0.774	26.324	0.057	0.009	-0.041
Si	6.124	4.803	26.706	0.11	0.102	0.081
Si	7.154	6.593	22.524	0.039	0.013	-0.128
Si	5.376	1.97	23.308	-0.085	-0.028	-0.064
Si	-3.224	11.154	26.779	-0.103	0.098	0.015
Si	3.504	12.412	29.12	-0.03	0.036	0.139
Si	3.984	4.577	28.633	-0.009	-0.087	0.059
Si	9.91	13.09	26.889	0.073	-0.01	0.054
Si	-3.057	12.555	31.299	-0.068	0.02	0.741
Si	1.075	4.023	24.073	-0.105	0.046	0.016
Si	7.216	15.47	29.691	0.003	0.011	0.124
Si	4.706	7.136	27.532	0.195	0.093	-0.052
Si	0.014	13.448	0.671	-0.002	0.004	-0.003
Si	0.014	1.927	0.676	-0.001	0.01	-0.001
Si	0.02	5.752	0.672	0.006	-0.015	-0.004
Si	0.029	9.583	0.651	0.001	-0.007	0.001
Si	3.889	13.451	0.688	0.003	-0.003	0.004
Si	3.879	1.929	0.665	0.001	0.006	-0.001
Si	3.88	5.747	0.679	-0.006	0.005	0.002
Si	3.873	9.59	0.657	-0.011	-0.007	0
Si	7.711	13.422	0.665	-0.004	-0.004	0
Si	7.702	1.9	0.651	0.007	-0.001	0.001
Si	7.719	5.759	0.641	0.009	0.003	0.003
Si	7.725	9.588	0.647	0.002	0.003	-0.001
Si	11.578	13.452	0.68	0.002	0.003	0.002
Si	11.563	1.917	0.654	-0.007	0	-0.001
Si	11.55	5.765	0.665	-0.015	-0.009	0.009
Si	11.575	9.599	0.644	0.001	-0.002	0.003
Si	1.947	13.451	2.025	0.004	-0.01	-0.006
Si	1.949	1.916	2.023	-0.003	0.003	-0.002
Si	1.948	5.76	2.03	-0.002	0.01	0.007
Si	1.949	9.583	2.018	0.004	-0.015	0.003
Si	5.804	13.44	2.045	-0.002	0.002	0.005
Si	5.795	1.912	2.032	-0.005	0.002	0.008
Si	5.808	5.747	2.025	-0.01	0.002	0.002
Si	5.801	9.6	2.014	-0.003	0.007	-0.004
Si	9.641	13.444	2.022	-0.004	-0.003	-0.001
Si	9.633	1.908	2.011	0.008	0.011	-0.005
Si	9.631	5.764	2.023	0.006	0.012	0.004
Si	9.65	9.59	2.009	-0.004	-0.002	0.005
Si	13.492	13.444	2.045	0.001	-0.01	0.009
Si	13.479	1.918	2.032	0.002	-0.004	0.004
Si	13.479	5.747	2.025	0.008	0	-0.002
Si	13.493	9.602	2.015	0.002	-0.004	0.002
Si	1.949	15.376	3.384	0.006	0.003	-0.004
Si	1.947	3.835	3.39	0.001	0.008	-0.004
Si	1.95	7.676	3.394	0.003	-0.002	0.006
Si	1.946	11.516	3.375	-0.01	-0.004	-0.004
Si	5.798	15.372	3.393	0.008	-0.004	0.001
Si	5.801	3.83	3.396	0.017	-0.008	0.002
Si	5.799	7.677	3.378	-0.001	0.002	0.001
Si	5.798	11.513	3.392	-0.005	0.012	-0.001
Si	9.639	15.372	3.379	-0.005	-0.003	-0.003
Si	9.636	3.832	3.379	-0.001	0.006	0.004
Si	9.641	7.68	3.388	-0.003	-0.005	0.005
Si	9.644	11.514	3.376	-0.002	-0.004	0
Si	13.489	15.377	3.392	0.004	0.003	-0.002
Si	13.481	3.834	3.398	-0.006	-0.008	0.002
Si	13.489	7.678	3.377	-0.001	-0.005	0.002
Si	13.49	11.516	3.391	-0.007	0.011	0.003
Si	0.028	15.375	4.75	0.004	-0.001	-0.001
Si	0.024	3.832	4.754	0.005	0.001	-0.002
Si	0.021	7.678	4.747	-0.002	0.001	-0.004
Si	0.029	11.52	4.747	0.002	-0.009	0
Si	3.87	15.369	4.749	-0.004	-0.007	-0.002
Si	3.872	3.831	4.752	-0.004	0.005	-0.001
Si	3.879	7.677	4.745	0.005	0.002	-0.002
Si	3.868	11.517	4.742	0.002	-0.006	-0.003
Si	7.723	15.372	4.751	-0.001	0.006	0.001
Si	7.722	3.829	4.756	-0.002	0.002	0.004
Si	7.716	7.682	4.747	-0.008	0.009	-0.003
Si	7.724	11.517	4.746	-0.003	-0.003	-0.004
Si	11.561	15.372	4.747	-0.003	-0.002	-0.001
Si	11.555	3.832	4.751	0.003	0.003	0.001
Si	11.569	7.678	4.743	0.009	0.003	-0.004
Si	11.564	11.518	4.745	0	-0.007	-0.003
Si	0.031	13.446	6.107	-0.004	0.001	-0.001
Si	0.03	1.907	6.116	-0.005	0.002	-0.001
Si	0.022	5.758	6.112	0.001	0	0.002
Si	0.024	9.599	6.111	0.003	-0.006	0.003
Si	3.867	13.44	6.106	0.005	0.002	-0.003
Si	3.868	1.904	6.113	0.008	0	-0.001
Si	3.876	5.758	6.11	-0.001	0.009	0.001
Si	3.875	9.599	6.108	-0.008	-0.001	-0.001
Si	7.725	13.442	6.106	-0.003	-0.001	-0.005
Si	7.722	1.904	6.118	0.002	-0.004	0.002
Si	7.714	5.759	6.108	0.009	0.005	0.001
Si	7.716	9.6	6.113	0.005	0.002	0.003
Si	11.562	13.444	6.105	0.001	-0.006	-0.001
Si	11.558	1.906	6.112	0.003	0.001	0.001
Si	11.566	5.758	6.11	-0.008	-0.002	0.002
Si	11.57	9.598	6.108	-0.008	-0.003	0
Si	1.95	13.442	7.479	0.002	-0.012	0.002
Si	1.951	1.902	7.486	0.001	0.01	0.003
Si	1.95	5.761	7.466	0.004	0.005	-0.004
Si	1.951	9.599	7.466	0.003	-0.007	-0.005
Si	5.795	13.437	7.459	-0.001	-0.002	-0.005
Si	5.792	1.9	7.471	0	-0.003	0.001
Si	5.794	5.759	7.478	0.002	-0.009	0.001
Si	5.793	9.599	7.478	-0.007	0.016	0.001
Si	9.644	13.443	7.476	-0.008	-0.008	0.002
Si	9.641	1.903	7.486	-0.003	0.01	0.009
Si	9.639	5.763	7.463	0.002	0.01	-0.002
Si	9.645	9.601	7.464	0.001	-0.009	-0.001
Si	13.49	13.441	7.461	-0.004	0.005	0
Si	13.487	1.907	7.468	0.005	-0.004	-0.002
Si	13.489	5.762	7.477	0.007	-0.007	0.002
Si	13.49	9.6	7.477	-0.002	0.008	-0.004
Si	1.951	15.36	8.851	0.002	-0.003	0.018
Si	1.955	3.842	8.828	-0.004	0.025	0.003
Si	1.95	7.683	8.83	-0.005	0.007	-0.005
Si	1.949	11.512	8.838	0.001	-0.02	-0.001
Si	5.792	15.354	8.822	0	-0.013	-0.006
Si	5.791	3.827	8.827	0.002	-0.009	0.005
Si	5.79	7.681	8.85	0.002	0.006	0.012
Si	5.794	11.525	8.835	0.004	0.022	-0.001
Si	9.643	15.36	8.847	0.006	-0.008	0.016
Si	9.634	3.845	8.825	0.005	0.025	0
Si	9.64	7.684	8.825	0.003	0.002	-0.01
Si	9.652	11.514	8.834	-0.007	-0.016	-0.008
Si	13.487	15.364	8.819	-0.001	0	-0.011
Si	13.489	3.831	8.828	-0.004	-0.018	0.003
Si	13.49	7.683	8.85	-0.004	0.005	0.009
Si	13.494	11.526	8.835	0.002	0.001	-0.006
Si	0.008	15.354	10.194	-0.021	0.006	-0.002
Si	0.031	3.843	10.183	0.009	-0.001	-0.008
Si	0.04	7.697	10.203	0.009	-0.011	-0.001
Si	0.027	11.513	10.204	-0.002	-0.002	-0.007
Si	3.887	15.346	10.207	0.016	0.005	0
Si	3.874	3.833	10.195	0.015	-0.004	-0.009
Si	3.858	7.679	10.209	-0.01	0.003	0
Si	3.872	11.515	10.2	0.002	0.01	-0.008
Si	7.703	15.35	10.193	-0.019	-0.001	-0.003
Si	7.71	3.837	10.188	0.001	0.002	-0.011
Si	7.728	7.685	10.197	0.018	0.003	0
Si	7.724	11.509	10.187	-0.01	0.004	-0.008
Si	11.58	15.362	10.198	0.004	0.007	-0.002
Si	11.558	3.85	10.178	-0.003	-0.008	-0.011
Si	11.551	7.691	10.196	-0.009	-0.012	-0.004
Si	11.575	11.525	10.2	0	-0.007	-0.009
O	-2.449	0.993	31.986	-0.155	0.094	-0.338
O	6.165	5.43	30.759	-0.065	0.514	-0.392
O	8.412	4.866	32.092	-0.219	-0.264	-0.176
O	5.822	8.527	32.103	-0.186	-0.181	-0.375
O	8.298	9.395	32.309	-0.01	0.496	-0.192
O	6.439	12.707	32.333	0.112	-0.248	-0.138
O	-4.466	4.83	32.97	0.086	0.085	-0.454
O	-2.092	8.694	31.934	0.11	0.22	-0.24
O	-1.717	11.871	30.691	-0.197	-0.45	-0.491
O	1.125	0.97	32.028	-0.359	0.132	-0.288
O	0.825	4.727	32.084	0.229	-0.115	-0.506
O	-2.7	7.574	29.629	-0.267	0.236	0.076
O	6.107	6.424	27.074	0.469	0.307	-0.044
O	0.124	13.637	29.992	-0.199	0.363	0.129
O	3.558	1.582	31.208	-0.177	0.492	0.068
O	3.334	8.802	32.965	0.158	-0.149	-0.365
O	-0.577	2.205	18.514	-0.165	-0.069	0.401
O	7.908	6.092	21.172	0.668	0.054	0.136
O	6.06	10.685	18.673	-0.112	0.271	-0.339
O	-0.179	13.896	18.304	0.007	0.454	0.214
O	1.858	2.794	19.076	0.037	0.271	-0.482
O	4.072	1.638	18.297	0.035	-0.46	0.269
O	3.572	5.533	18.427	0.123	0.277	0.35
O	3.642	9.625	18.539	-0.056	-0.132	0.396
O	2.393	13.808	18.916	-0.102	0.122	-0.273
O	7.261	1.677	18.392	-0.132	-0.095	0.232
O	5.666	5.632	19.945	-0.179	0.301	0.099
O	7.881	5.941	18.5	-0.092	0.345	0.208
O	6.865	10.167	22.567	0.221	0.058	0.253
O	7.866	13.53	18.405	-0.062	0.188	0.082
O	10.357	13.044	19.311	0.259	-0.574	-0.18
O	-3.104	14.087	30.8	-0.133	0.113	-0.09
O	7.773	14.424	30.789	0.38	0.289	0.286
O	4.889	9.719	20.848	-0.311	-0.116	0.457
O	8.455	5.171	29.458	-0.248	0.067	-0.542
O	7.021	9.398	29.953	-0.508	-0.307	-0.464
O	6.118	12.948	26.623	-0.474	0.141	-0.442
O	9.018	12.575	32.127	0.331	0.031	-0.221
O	9.988	12.787	28.49	-0.274	0.377	0.435
O	-2.87	13.414	22.576	-0.35	0.128	0.396
O	3.689	7.136	26.256	0.098	-0.177	-0.54
O	9.733	4.081	24.836	-0.262	0.206	-0.236
O	-4.123	12.423	26.255	0.303	0.278	-0.353
O	3.065	14.529	31.776	0.083	0.232	0.115
O	5.84	2.949	31.337	0.555	-0.018	-0.23
O	5.789	15.992	30.24	-0.423	-0.352	-0.302
O	3.89	4.176	30.187	-0.559	-0.394	-0.158
O	-0.378	8.839	29.862	-0.215	0.177	-0.727
O	3.414	12.156	30.717	0.051	-0.584	0.046
O	11.873	2.354	20.201	0.192	-0.245	0.173
O	10.692	15.621	18.982	-0.594	0.079	-0.131
O	11.385	4.91	20.088	-0.448	0.073	0.317
O	8.475	13.506	20.997	-0.285	-0.034	0.214
O	11.563	7.408	19.369	-0.475	-0.117	0.35
O	9.732	14.68	26.699	-0.111	-0.069	0.125
O	0.688	14.848	20.531	-0.027	0.004	-0.076
O	10.039	3.201	30.03	0.425	0.162	0.074
O	0.206	9.703	20.489	0.237	-0.123	0.457
O	-0.024	7.27	19.523	0.384	0.123	0.57
O	11.59	15.783	22.282	-0.005	0.454	-0.269
O	0.056	4.5	19.824	-0.017	0.004	0.544
O	2.371	9.129	29.792	0.217	-0.393	0.258
O	3.05	1.048	20.622	-0.377	0.089	0.068
O	4.741	14.549	19.99	0.571	0.273	0.05
O	-0.314	8.571	23.414	0.048	0.647	-0.243
O	4.121	3.517	20.12	0.353	-0.044	0.306
O	5.192	12.094	22.991	-0.083	-0.246	-0.346
O	4.061	11.977	19.752	-0.338	0.086	0.617
O	8.152	1.432	20.827	-0.007	-0.416	0.172
O	7.521	3.791	19.952	-0.106	0.001	0.086
O	2.697	4.091	27.791	-0.099	-0.456	-0.227
O	6.056	7.716	22.129	-0.537	-0.208	0.157
O	8.481	11.273	19.605	0.454	-0.064	0.405
O	7.424	15.111	22.694	-0.571	-0.05	-0.002
O	-1.724	11.696	24.081	0.142	-0.405	-0.028
O	3.886	5.899	23.506	-0.03	0.36	0.225
O	-1.868	9.13	18.929	-0.066	0.413	-0.061
O	-3.58	9.792	26.002	-0.013	0.032	-0.235
O	0.808	11.453	22.493	-0.12	0.414	0.082
O	-1.446	6.222	22.994	0.416	-0.069	-0.274
O	7.458	11.969	30.028	-0.331	0.124	-0.362
O	-2.163	3.986	21.807	0.406	-0.053	-0.2
O	-1.539	11.46	21.422	-0.089	-0.26	-0.251
O	10.496	6.08	23.228	0.137	0.182	-0.179
O	1.6	4.87	22.805	-0.342	-0.065	-0.237
O	0.208	0.781	25.332	-0.113	0.363	-0.11
O	-4.682	16.121	30.586	-0.23	-0.127	-0.173
O	1.144	15.749	22.903	0.264	-0.143	0.081
O	10.281	7.895	25.092	-0.415	-0.125	0.353
O	2.722	15.708	25.074	-0.186	0.021	0.08
O	0.789	11.11	30.396	0.191	0.005	-0.109
O	10.688	3.672	22.301	-0.471	-0.208	0.031
O	5.187	4.611	25.411	-0.387	0.014	-0.086
O	4.622	3.391	23.177	-0.581	-0.096	-0.473
O	-4.152	1.326	27.487	-0.168	0.372	0.333
O	8.202	7.255	23.555	-0.106	-0.041	0.61
O	-4.29	11.713	30.675	-0.491	-0.457	0.043
O	4.659	15.134	26.857	-0.092	0.225	0.293
O	-1.965	5.559	28.094	0.259	0.171	-0.276
O	8.648	12.333	26.23	0.067	0.111	-0.668
O	0.638	12.206	20.048	0.252	-0.339	-0.263
O	-2.456	7.766	24.844	0.305	-0.093	0.218
O	1.723	2.556	24.083	0.424	-0.077	-0.384
O	4.991	0.891	22.171	0.362	-0.158	-0.037
O	6.903	14.803	28.262	0.518	-0.048	-0.325
O	-1.937	5.68	18.641	0.077	-0.223	-0.423
O	7.957	7.221	31.05	0.257	0.071	0.017
O	1.551	4.704	25.452	0.426	0.342	-0.016
O	4.795	13.337	28.833	0.191	0.33	0.482
O	-1.816	15.932	26.842	-0.147	0.14	-0.124
O	5.122	1.326	24.769	0.192	0.32	0.426
O	2.226	13.192	28.527	-0.259	-0.298	-0.654
O	7.34	9.017	20.22	0.133	-0.511	0.004
O	8.325	1.248	29.518	0.027	0.132	-0.658
O	6.426	5.343	23.218	0.178	-0.315	0.193
O	2.031	9.755	23.954	0.46	-0.148	0.165
O	-0.535	3.929	23.944	-0.192	-0.476	0.239
O	9.63	2.612	18.919	0.062	0.436	-0.176
O	-1.87	4.606	32.279	0.061	-0.312	-0.139
O	1.304	7.569	25.143	-0.427	-0.39	-0.002
O	-1.651	11.518	26.639	0.227	-0.266	0.297
O	9.082	1.894	26.175	-0.543	-0.112	0.037
O	-0.71	6.598	31.094	0.422	0.033	-0.163
O	-0.734	4.173	29.993	0.187	-0.535	0.04
O	9.347	10.355	29.194	0.289	-0.377	-0.246
O	10.176	8.649	22.55	-0.417	0.244	-0.016
O	-2.624	8.503	22.286	0.316	-0.242	-0.31
O	4.679	14.117	24.478	0.268	-0.314	0.115
O	0.016	12.63	32.435	-0.438	-0.045	0.222
O	0.105	4.063	27.52	0.109	-0.235	-0.175
O	-3.579	10.891	28.329	0.361	-0.607	0.411
O	11.048	15.962	24.909	0.667	0.23	-0.076
O	7.762	12.53	23.32	0.074	-0.14	0.326
O	8.83	1.727	32.029	-0.135	0.297	-0.117
O	-3.091	4.474	24.208	0.118	-0.021	0.754
O	9.369	1.404	23.149	0.326	0.576	0.323
O	4.049	6.19	28.662	-0.199	0.134	0.741
O	9.866	4.036	27.491	0.461	-0.089	-0.035
O	11.623	10.882	22.683	-0.575	0.214	0.061
O	-2.161	2.945	28.059	-0.299	0.098	-0.219
O	0.951	9.002	32.033	-0.511	-0.109	0.006
O	9.772	14.192	23.286	0.337	-0.421	0.343
O	-1.291	15.509	22.025	0.034	0.005	0.208
O	-2.355	16.129	29.384	0.434	-0.198	-0.055
O	-4.545	8.815	32.901	-0.053	0.073	-0.49
O	0.412	14.803	27.604	-0.025	-0.077	-0.01
O	-2.812	14.353	20.167	0.534	-0.139	0.044
O	3.215	5.86	20.957	-0.269	0.433	-0.161
O	11.354	9.726	20.392	-0.179	0.378	0.094
O	2.794	12.318	23.962	-0.127	-0.014	0.435
O	6.655	10.992	25.058	-0.088	-0.446	0.103
O	6.945	2.284	23.085	0.08	0.327	0.079
O	3.595	10.994	28.362	0.192	0.024	-0.519
O	3.499	14.104	22.155	-0.623	0.049	0.149
O	1.875	15.572	29.652	-0.003	0.526	-0.368
O	7.556	4.148	26.376	0.072	-0.051	-0.136
O	0.211	2.057	21.018	-0.072	0.114	0.392
O	0.607	11.649	25.166	0.244	-0.27	0.315
O	7.159	10.747	27.691	-0.306	-0.267	-0.105
O	5.36	4.044	27.931	0.341	-0.732	0.232
O	-4.352	5.597	29.17	0.194	0	0.393
O	2.166	8.984	27.241	-0.505	0.235	-0.239
O	-0.901	13.795	25.544	-0.333	-0.066	-0.187
O	1.981	7.486	22.597	-0.107	0.091	-0.588
O	4.599	8.614	28.205	0.503	0.334	0.049
O	1.417	6.391	27.421	-0.107	0.22	0.683
O	-3.657	7.36	27.198	-0.214	-0.207	-0.013

Results
total energy: -112590.958 eV
total energy less fixed offsets of O -438.35, Si -107.03 eV per atom: 0.532 eV
